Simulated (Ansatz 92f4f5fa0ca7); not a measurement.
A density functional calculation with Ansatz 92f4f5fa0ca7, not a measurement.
Periodic cell of 223 atoms, Si132O90B1, from a study of silicon, its oxide and their interface. The atomic structure is a simulated model.
Doubt: the cutoff is far below the 930 eV that the study's wrapper takes by default for these files, so forces and energies are approximate.
This geometry differs little from another in the collection (a relaxation step or a small displacement).

Settings
functional: PBE
potential files: Ansatz PAW
basis: plane waves
wave-function cutoff: 580 eV
density cutoff ratio: 5
exchange-correlation grid ratio: 1
k mesh: 1 x 1 x 1, Gamma-centred
self-consistency stop: 5e-08 eV per atom in the density residual
occupations: fixed
spin: none
net charge: -1 e, with a uniform compensating background and no finite-size correction

Cell vectors (angstrom)
a  10.938  0  0
b  0  10.938  0
c  0  0  32.1988

Atoms and the computed forces on them: element, x, y, z (angstrom), force x, y, z (eV/angstrom)
Si  10.58  0.2268  24.8826  0.0096  -0.0127  -0.077
Si  5.7354  10.6765  24.757  -0.0109  0.0076  -0.068
Si  2.4761  2.9156  24.6556  0.0099  -0.0118  -0.0693
Si  8.4234  2.4658  24.8475  -0.0109  0.0115  -0.0614
Si  0.275  5.1634  24.7728  -0.0165  0.0111  -0.0628
Si  5.1491  5.751  24.7026  0.0176  -0.0107  -0.0649
Si  2.9312  8.0054  24.6171  -0.0094  0.0137  -0.0751
Si  7.9331  8.4347  24.7504  0.0075  -0.0109  -0.0698
Si  1.3234  1.384  26.0522  0.0054  -0.0082  0.0147
Si  6.8401  1.3086  26.1348  -0.0087  0.0084  0.0066
Si  4.0406  4.1059  26.0005  0.0067  -0.0067  0.0112
Si  9.608  4.0579  26.1057  -0.0066  0.0061  0.011
Si  1.3944  6.825  26.017  -0.0044  0.0054  0.0088
Si  6.7611  6.8523  26.0426  0.0058  -0.0081  0.0119
Si  4.0996  9.5336  26.0145  -0.006  0.0064  0.012
Si  9.459  9.5687  26.1616  0.0132  -0.0096  0.0071
Si  2.7212  -0.0083  27.362  -0.0001  0.0004  0.0212
Si  8.1532  -0.0223  27.5765  0.0061  0.0078  -0.0297
Si  0.0058  2.7143  27.5165  -0.0027  -0.0046  -0.0202
Si  5.4336  2.7428  27.3825  -0.0024  0.006  0.0176
Si  2.724  5.4641  27.4487  -0.0033  -0.0048  -0.0014
Si  8.1805  5.4689  27.3728  -0.0053  0.0062  0.0185
Si  -0.013  8.1806  27.3906  -0.0022  0.0045  0.0174
Si  5.4343  8.1984  27.4719  0.0066  0.0042  -0.0108
Si  4.0716  1.3664  28.7655  -0.0059  -0.0016  -0.0226
Si  9.5665  1.3491  28.8706  0.007  0.0056  0.0465
Si  1.3635  4.1083  28.8408  0.0021  0.0206  0.032
Si  6.8219  4.1003  28.7641  -0.0023  0.0031  -0.023
Si  4.09  6.8162  28.8279  0.0004  0.0005  0.0217
Si  9.5482  6.8244  28.7717  -0.0023  -0.0082  -0.019
Si  1.3568  9.566  28.7583  0.0076  -0.0008  -0.0247
Si  6.7825  9.5471  28.8814  -0.0385  -0.0139  0.0496
Si  0.0116  -0.0296  30.1931  -0.0095  0.0006  -0.0034
Si  5.418  0.0155  30.1873  0.0136  -0.0143  -0.0048
Si  2.7343  2.7261  30.1846  0.0038  0.0008  -0.0011
Si  8.1786  2.7454  30.1737  -0.0005  -0.0047  0.0013
Si  -0.0299  5.473  30.1727  0.0059  -0.0055  0.0008
Si  5.4756  5.4542  30.1785  -0.002  0.0026  -0.0017
Si  2.7109  8.2084  30.1536  0.0002  -0.0037  0.0034
Si  8.1988  8.1769  30.1886  -0.001  0.0055  -0.0069
Si  1.3615  1.3615  31.5598  -0.0053  0.0065  0.0037
Si  6.808  1.3783  31.5399  0.0004  0.0014  -0.0039
Si  4.1151  4.0877  31.5557  0.0004  -0.0017  -0.0018
Si  9.5525  4.1006  31.5478  -0.0046  0.005  -0.0019
Si  1.3454  6.8505  31.5245  0.0028  0.0033  -0.0014
Si  6.8391  6.8153  31.5654  -0.006  0.0064  -0.0058
Si  4.0627  9.5739  31.5456  -0.0006  0.0018  -0.0109
Si  9.5729  9.5422  31.5584  0.0003  0.0005  -0.0017
Si  2.7227  -0.0002  0.7398  0.0109  -0.0123  -0.0033
Si  8.193  0.0067  0.6858  -0.0087  -0.008  0.0064
Si  -0.0181  2.736  0.7257  0.0013  -0.0009  0.0016
Si  5.4751  2.7324  0.7573  0.0066  -0.0003  -0.0094
Si  2.7241  5.4838  0.6792  -0.0006  0.0083  0.0127
Si  8.205  5.4522  0.7457  0.0056  -0.0065  -0.0029
Si  0.0026  8.1829  0.7468  -0.0018  -0.0026  -0.0087
Si  5.4554  8.2125  0.7035  0.0005  -0.001  0.0002
Si  4.0872  1.371  2.1117  -0.0191  0.0146  0.0022
Si  9.5414  1.3548  2.0856  0.0022  0.0048  0.0015
Si  1.3641  4.1354  2.0614  0.0142  -0.0194  0.0091
Si  6.8681  4.0786  2.1351  0.0017  0.0006  0.001
Si  4.0955  6.8344  2.0667  0.001  0.0012  -0.0109
Si  9.5843  6.8013  2.1168  -0.0003  -0.0034  0.0094
Si  1.3623  9.5697  2.1069  -0.009  0.0104  0.0037
Si  6.8179  9.5989  2.0612  0.0227  -0.0092  -0.002
Si  -0.0051  0.0179  3.4478  -0.0462  -0.0069  0.0116
Si  5.4779  0.0246  3.478  0.0173  -0.0212  0.0313
Si  2.7002  2.7612  3.4355  0.0251  0.0597  -0.0345
Si  8.2379  2.7159  3.5366  -0.0169  -0.0372  0.0244
Si  -0.0028  5.4179  3.5158  0.0285  0.0155  0.027
Si  5.4692  5.4691  3.4321  -0.0086  -0.005  0.0141
Si  2.7509  8.2049  3.4578  0.0288  0.001  0.0323
Si  8.1946  8.2182  3.3914  -0.0205  0.0172  0.0028
Si  1.2272  1.5262  4.8042  0.0201  -0.0202  -0.0236
Si  6.814  1.3691  4.9209  0.0344  0.0156  -0.0065
Si  4.1066  4.1089  4.808  -0.0327  -0.0262  0.0113
Si  9.7571  3.8934  4.9524  0.0281  -0.0439  0.0085
Si  1.401  6.8318  4.8309  -0.0202  -0.0232  -0.0023
Si  6.8598  6.8467  4.7552  0.0028  0.0508  -0.0125
Si  4.1157  9.5923  4.8326  0.0037  -0.0373  -0.013
Si  9.5247  9.5764  4.7808  0.0058  0.0069  0.0165
Si  2.7125  0.1365  6.0309  0.0328  -0.0353  0.0563
Si  8.2472  0.0309  6.2609  -0.0133  -0.0239  -0.0313
B  0.0583  2.6408  6.0722  -0.0782  0.0818  -0.1007
Si  5.4285  2.7632  6.2937  -0.0135  -0.0151  -0.002
Si  2.7155  5.4196  6.2141  0.039  0.0372  -0.0113
Si  8.2506  5.4072  6.0487  0.0016  -0.0139  0.0446
Si  -0.0068  8.2169  6.1328  -0.0009  -0.0012  0.0241
Si  5.5237  8.2321  6.2019  0.0206  0.0279  0.0231
Si  3.759  1.6091  7.5769  -0.006  0.0247  0.0873
Si  9.9666  1.3417  7.271  -0.0052  0.1064  0.086
Si  1.3943  3.6611  7.1895  -0.0624  -0.0842  -0.0647
Si  6.6311  4.45  7.4676  0.0287  -0.0091  0.0999
Si  4.363  6.6418  7.4995  0.0096  0.0194  0.0701
Si  9.3635  6.9639  7.3975  0.1359  -0.1133  -0.2358
Si  1.1079  9.9613  7.2772  0.0254  -0.022  0.0842
Si  7.1723  9.2889  7.6258  -0.1732  0.0422  -0.1175
O  8.2696  8.0971  7.7767  -0.0029  0.0197  0.2029
O  2.5578  2.6956  7.9155  0.0077  0.0534  -0.0176
O  9.5142  1.3506  24.2776  0.0007  -0.0014  0.0232
O  4.0458  6.8645  24.1247  -0.0025  0.0016  0.0313
O  0.0417  0.1429  7.8756  -0.0352  -0.0219  -0.0603
O  5.5102  5.555  8.0127  0.0159  -0.0235  -0.0569
O  6.845  9.567  24.2019  0.0024  -0.0023  0.0259
O  1.3657  4.0571  24.169  0.0061  -0.0025  0.0245
O  3.8697  7.4741  8.8754  -0.0138  -0.0066  -0.0623
O  0.5683  4.3317  8.4541  0.0733  -0.0192  -0.0242
O  9.804  6.3198  8.8627  0.0013  -0.0285  0.0407
O  1.9524  9.3783  8.5661  -0.0118  0.0141  -0.0636
O  7.4299  3.9677  8.8387  -0.0026  0.0039  -0.0361
O  4.2511  0.9895  9.0552  -0.0281  -0.0201  -0.0906
O  6.7944  9.5323  9.2162  -0.0446  0.066  -0.0729
O  9.2445  2.0021  8.6378  -0.0359  -0.0321  -0.0376
O  7.7158  3.1568  23.5313  0.0318  -0.0275  0.0567
O  10.4973  5.8398  23.4562  0.0264  -0.0297  0.0518
O  5.0907  0.4278  23.4066  0.0247  -0.0293  0.0579
O  5.8633  5.0951  23.3646  -0.0263  0.0312  0.0415
O  3.1059  2.2056  23.2832  -0.0344  0.0271  0.05
O  2.2887  8.7238  23.2442  0.0346  -0.0281  0.0498
O  8.6122  7.747  23.4049  -0.0333  0.0268  0.0496
O  0.223  10.351  23.5903  -0.0176  0.0256  0.0575
Si  4.3943  1.5705  22.4851  0.0031  -0.0029  -0.0678
Si  3.5015  7.933  14.016  0.0031  -0.0032  0.0083
Si  7.1446  0.9597  14.638  -0.0077  -0.0013  0.004
Si  0.9388  9.358  22.5417  -0.0116  0.0191  -0.0599
Si  1.2014  4.2831  11.8287  0.0092  -0.0186  0.0203
Si  6.2788  8.9645  15.3055  0.0034  0.0059  -0.0083
Si  0.7029  1.3355  12.2587  -0.0051  -0.0051  -0.0038
Si  8.6325  4.9514  20.5163  0.014  -0.0167  -0.0298
Si  0.294  5.6747  9.292  0.0302  0.0285  0.0769
Si  5.1074  3.1113  17.9183  0.0058  0.0055  0.0037
Si  0.8873  3.7353  16.7081  0.0082  0.003  -0.0043
Si  10.4073  2.8402  19.2114  0.0011  -0.0057  -0.0113
Si  5.3175  1.2004  10.285  0.0224  0.0366  0.0698
Si  0.894  0.1704  19.855  -0.0194  0.0191  -0.0235
Si  6.6622  9.4711  10.8362  0.0033  -0.0139  0.1022
Si  9.3511  9.674  18.3194  -0.0063  -0.0084  0.0012
Si  9.3963  9.2533  12.5605  0.0321  -0.0116  0.0223
Si  6.5773  3.847  22.6027  0.002  0.0015  -0.0551
Si  2.4088  8.0408  9.3416  0.0029  0.0156  0.0747
Si  10.6034  7.3641  17.071  -0.0004  -0.0015  -0.0025
Si  2.52  6.292  16.5642  -0.0021  -0.0036  0.0078
Si  10.1918  4.48  14.136  -0.004  0.0068  0.0088
Si  6.1476  9.1827  18.5044  0.0073  -0.0088  0.0108
Si  7.9961  2.5888  9.4886  0.0131  0.0017  0.0701
Si  8.8996  2.1269  12.3941  0.0107  -0.0142  0.0216
Si  5.3524  6.2364  18.0511  -0.0019  0.0042  0.0055
Si  3.9343  0.5567  19.4737  0.0078  -0.008  -0.0371
Si  4.3089  3.8392  12.0142  0.0046  0.0118  0.0069
Si  5.5581  6.6143  12.1208  -0.0082  -0.032  0.0053
Si  8.0253  2.4926  17.2018  -0.0006  0.0066  -0.0016
Si  4.3775  2.4788  14.9356  0.0036  -0.0185  0.0048
Si  1.563  1.1978  15.2269  0.0079  -0.0087  0.0108
Si  1.5804  9.3823  12.0134  -0.0245  0.0235  0.0153
Si  8.0633  6.8482  13.8538  0.0027  0.0021  -0.0057
Si  10.3957  9.8344  15.4778  0.0082  -0.0075  0.0101
Si  9.8057  7.0108  22.5721  0.0015  -0.004  -0.0548
Si  8.1268  5.4792  17.411  -0.0046  0.0045  -0.0217
O  6.0553  7.976  11.2924  0.0222  0.0383  -0.0104
O  6.0323  9.2075  16.8874  0.0004  -0.0016  -0.0054
O  7.7077  1.3562  13.1705  0.0136  0.0099  -0.0148
O  0.9159  1.7131  13.8344  -0.0113  0.0054  -0.0222
O  9.45  6.2417  16.8782  -0.0034  -0.0046  0.0043
O  6.772  6.2049  13.126  -0.021  0.0045  -0.0036
O  5.1456  4.649  18.5894  0.0006  -0.005  -0.0044
O  9.2297  2.1402  18.2698  0.0076  0.0017  0.0031
O  2.3775  0.0929  19.0891  -0.0015  0  0.0077
O  9.4287  10.2301  16.762  0.0024  0.0031  -0.0014
O  2.8119  4.4124  11.6766  -0.0208  0.0068  0.0113
O  5.0758  10.3176  19.1049  -0.0099  0.0111  0.0011
O  9.4393  3.2376  13.4334  -0.0058  -0.0133  0.0017
O  0.4622  1.7619  19.9478  0.0057  -0.0041  -0.0052
O  3.179  1.3488  15.0349  -0.0006  0.0034  0.0075
O  8.1703  5.3845  19.0265  0.0056  -0.004  0.0254
O  3.9054  6.5866  17.3778  -0.0052  -0.0003  -0.0045
O  4.5737  3.2749  16.367  -0.0024  -0.0029  -0.0049
O  9.0783  5.6583  14.2901  0.0025  0.0003  0.0106
O  5.4584  2.7581  22.1489  0.0011  0.003  0.008
O  10.6839  4.1283  15.6382  -0.0092  0.0038  -0.0179
O  0.339  3.85  18.2447  -0.0046  -0.0044  0.003
O  10.4357  10.5063  19.2195  0.015  0.0048  0.0041
O  9.6527  10.0276  14.0277  -0.0095  -0.003  -0.0182
O  10.8995  8.1254  22.106  -0.0035  -0.0032  0.0071
O  1.217  2.157  16.4945  -0.0003  -0.0029  -0.0017
O  9.7435  3.7526  20.3956  -0.0118  0.0159  0.005
O  8.1536  4.0271  16.6861  0.0022  -0.0012  0.0081
O  -0.0377  9.0987  11.9056  0.0078  -0.0049  0.0111
O  6.5895  2.401  17.9763  -0.0012  -0.0019  -0.002
O  5.5996  10.7317  11.1457  -0.0092  0.0225  0.0014
O  7.7599  9.5876  18.8365  -0.0008  0.002  -0.0067
O  10.0516  0.9965  12.0362  0.0002  0.0027  0.011
O  1.4049  6.8188  9.0102  -0.0078  -0.0069  -0.0019
O  0.6404  4.7539  13.3014  0.017  -0.0071  -0.028
O  5.714  7.6177  18.9672  0.0009  0.0041  -0.011
O  5.2509  5.1037  11.5008  0.0003  -0.0084  0.0109
O  2.7223  6.9946  15.1107  0.0063  0.0091  -0.0101
O  0.946  2.7104  11.4369  0.003  0.0196  0.0079
O  0.8812  10.675  15.5453  0.0008  0.007  -0.0004
O  2.3796  8.502  10.9075  0.024  -0.0427  -0.0863
O  4.7704  2.4489  11.2456  0.0175  -0.0372  -0.0157
O  4.2702  3.5058  13.6525  -0.0016  0.0184  -0.0185
O  2.1988  4.6862  16.4658  -0.0027  -0.0036  0.0049
O  10.7133  8.2448  15.6928  -0.0008  0.006  0.0041
O  6.9388  10.2933  14.6596  0.0018  0.0031  0.0105
O  2.357  8.9528  13.4092  -0.0124  0.0085  -0.0054
O  8.0611  1.5221  15.8854  -0.0026  -0.0074  -0.0054
O  4.1445  6.9923  12.8562  0.018  -0.0089  -0.002
O  4.1886  2.0033  18.714  -0.0061  -0.0086  0.0074
O  7.3027  4.4086  21.2672  -0.0272  -0.014  0.0315
O  8.4415  2.8826  11.04  -0.023  0.0036  -0.1021
O  1.1952  6.8677  17.3575  0.0033  -0.0005  -0.0046
O  5.686  1.5901  14.7473  -0.0043  0.0024  0.0083
O  8.1369  9.766  11.5951  -0.038  -0.0067  -0.0231
O  9.2134  6.2813  21.2451  0.0158  0.0284  0.0293
O  8.9711  7.721  12.8548  0.0058  0.0122  0.0027
O  1.6752  0.0884  11.841  0.0067  -0.0047  0.0146
O  6.6629  6.1425  17.0545  0.0059  -0.0004  0.004
O  7.4078  7.7983  15.0333  0.0065  -0.0105  0.0012
O  1.2143  10.2923  21.2335  -0.0014  -0.036  0.0498
O  10.039  8.1932  18.3496  0  0.0024  -0.0014
O  3.9641  0.8582  21.0826  0.0101  0.0217  0.0534
O  0.3533  5.2738  10.8627  -0.0028  0.012  -0.0519
O  6.7463  1.5439  9.571  0.0084  -0.0014  -0.0034
O  4.787  8.7096  14.6786  -0.0087  -0.0032  0.0041

Results
free energy: -135251.057 eV
free energy less fixed offsets of B -154.04, O -568.88, Si -635.61 eV per atom: 2.703 eV

The program warned: the cutoff lies below the one the program advises for these potential files; the forces do not sum to zero within the program's tolerance; the exchange-correlation potential is rough where the density is thin.
